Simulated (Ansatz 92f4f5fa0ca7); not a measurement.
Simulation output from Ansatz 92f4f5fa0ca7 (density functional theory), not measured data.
Periodic cell of 220 atoms, Si132O88, from a study of silicon, its oxide and their interface. The atomic structure is a simulated model.
This geometry differs little from another in the collection (a relaxation step or a small displacement).

Settings
functional: r2SCAN
potential files: Ansatz PAW
basis: plane waves
wave-function cutoff: 800 eV
density cutoff ratio: 5
exchange-correlation grid ratio: 1
k mesh: 1 x 1 x 1, shifted by 0.5 0.5 0 of a step
self-consistency stop: 1e-10 eV per atom in the density residual
occupations: fixed
spin: none
net charge: 0

Cell vectors (angstrom)
a, 10.88, 0, 0
b, 0, 10.88, 0
c, 0, 0, 31.5335

Atoms and the computed forces on them: element, x, y, z (angstrom), force x, y, z (eV/angstrom)
Si, 0.2477, 0.0398, -0.5638, -0.0018, -0.0022, -0.0545
Si, 2.1826, 3.1517, -0.0466, 0.0051, 0, -0.0421
Si, -0.1285, 5.2708, 0.2045, 0.0005, 0.003, -0.0218
Si, 2.5641, 8.7202, -0.5079, 0.0052, 0.0029, -0.0578
Si, 5.3589, 0.1874, 0.2251, 0.0116, -0.0029, -0.0289
Si, 7.7661, 2.8049, -0.1606, 0.0042, -0.0088, -0.0655
Si, 5.5725, 5.0941, -0.1731, -0.0043, 0.0108, -0.0735
Si, 8.5079, 7.4505, -0.1286, -0.0064, 0.0126, -0.051
Si, 1.1923, 1.4089, 1.1444, -0.0013, -0.0067, 0.0056
Si, 3.9302, 4.13, 1.208, -0.0045, 0, 0.0062
Si, 1.2347, 6.6944, 1.3899, -0.0028, 0.0062, -0.0165
Si, 3.9277, 9.5733, 1.232, -0.0012, -0.0008, 0.0066
Si, 6.7581, 1.4512, 1.4623, 0, -0.0074, 0.0048
Si, 9.294, 3.8956, 1.2884, 0.003, 0.0022, 0.0036
Si, 6.7433, 6.6109, 1.1705, -0.0026, 0.0036, 0.0068
Si, 9.2786, 9.255, 1.2567, 0.0048, 0.0023, -0.0138
Si, -0.1694, 2.6054, 2.6198, 0.0036, 0.0036, 0.0034
Si, 2.5946, 0.076, 2.567, 0.0003, 0.0038, 0.0038
Si, -0.0348, 8.1946, 2.6503, 0.0014, 0.0005, 0.0047
Si, 2.6897, 5.4485, 2.6929, 0.0002, -0.0008, 0.0002
Si, 5.3036, 2.8071, 2.6679, -0.0017, 0.0005, 0.0039
Si, 8.0692, -0.1098, 2.6495, 0.003, 0.0041, -0.0014
Si, 5.3646, 8.107, 2.4684, -0.0003, 0.0017, -0.0004
Si, 8.0587, 5.3627, 2.6521, 0, 0.0007, 0.0036
Si, 1.2627, 4.025, 3.9318, -0.0016, 0.0007, -0.0003
Si, 3.9913, 1.371, 3.9686, -0.0007, 0.0007, 0.0005
Si, 1.314, 9.5723, 3.9851, 0.0019, -0.0004, 0.0005
Si, 4.069, 6.8179, 3.9738, 0.0025, 0, 0.0006
Si, 6.7076, 4.091, 4.0471, 0.0008, 0.0005, 0.0014
Si, 9.4387, 1.2549, 4.0164, -0.0008, 0.0017, 0.0011
Si, 6.669, 9.456, 3.9423, -0.0005, -0.0011, 0.0016
Si, 9.4624, 6.7727, 3.944, -0.0007, 0.0006, 0.0009
Si, -0.0192, 0.008, 5.385, 0.0004, 0.001, -0.0008
Si, 2.6562, 2.7331, 5.328, 0.0009, 0.0004, -0.0008
Si, -0.0433, 5.4294, 5.3063, 0.0003, 0.0011, -0.0013
Si, 2.7089, 8.1982, 5.3115, 0.0002, 0.0018, -0.0002
Si, 5.3756, -0.0111, 5.3099, 0.0007, 0.0017, -0.0009
Si, 8.1016, 2.6891, 5.3338, -0.0013, 0.0002, 0.0006
Si, 5.402, 5.4826, 5.3764, 0.0006, 0.001, -0.0002
Si, 8.1087, 8.1514, 5.2919, -0.0005, -0.0004, -0.0013
Si, 1.3573, 1.3779, 6.7216, -0.0001, 0.0009, -0.0001
Si, 4.0415, 4.0889, 6.6831, 0.0005, 0.0005, -0.0004
Si, 1.3518, 6.799, 6.6487, -0.0013, -0.0003, 0.0001
Si, 4.0519, 9.537, 6.7071, 0, -0.0008, -0.0004
Si, 6.7635, 1.3363, 6.6865, 0.0003, 0.0008, -0.0001
Si, 9.4927, 4.0673, 6.6764, -0.0001, 0.0003, 0
Si, 6.7812, 6.8316, 6.696, 0, 0.0005, -0.0005
Si, 9.4907, 9.501, 6.6661, 0.0001, 0.0006, 0.0003
Si, 0.0151, 2.7535, 8.0559, -0.0008, 0.0006, 0.0008
Si, 2.7511, 0.0475, 8.0786, 0.0006, 0.0013, -0.0004
Si, 0.032, 8.1959, 8.0089, 0, 0.0008, 0.0001
Si, 2.7138, 5.4555, 8.0435, -0.0005, 0.0006, 0.0006
Si, 5.4174, 2.7234, 8.0345, -0.0003, 0.0005, 0.0001
Si, 8.1759, 0.0048, 8.0298, 0, 0.0004, 0.0005
Si, 5.4349, 8.1868, 8.0555, -0.0006, 0.0012, 0.0002
Si, 8.153, 5.4727, 8.0122, 0, 0.0011, -0.0004
Si, 1.4031, 4.0862, 9.4352, -0.0001, -0.0001, -0.0019
Si, 4.1203, 1.3832, 9.4778, 0.0002, 0.0003, -0.001
Si, 1.4064, 9.5571, 9.4013, -0.0011, 0.0009, -0.0004
Si, 4.0754, 6.8164, 9.4047, -0.0002, 0.0006, -0.001
Si, 6.7938, 4.1078, 9.3456, 0.0008, -0.0003, -0.0002
Si, 9.5858, 1.3437, 9.3853, 0.0008, 0.0005, 0.0002
Si, 6.8037, 9.5601, 9.3846, 0, -0.0011, -0.0004
Si, 9.5514, 6.8377, 9.328, -0.0011, -0.0018, -0.0004
Si, 0.1213, 0.0502, 10.808, 0.0032, -0.001, 0
Si, 2.7554, 2.7191, 10.8711, 0.0028, 0.0008, 0.0003
Si, 0.0514, 5.5328, 10.6859, -0.0016, 0.0018, 0.0017
Si, 2.7875, 8.2355, 10.7725, -0.0014, 0.0016, 0.0015
Si, 5.5281, 0.0296, 10.8257, -0.0015, 0.0034, 0.0022
Si, 8.2191, 2.764, 10.6242, -0.0018, 0.0007, 0.0023
Si, 5.4283, 5.4318, 10.7441, -0.0014, -0.0009, 0.0006
Si, 8.2248, 8.2318, 10.6661, 0.0008, 0.0012, 0.0001
Si, 1.4787, 1.3315, 12.3337, -0.0035, -0.0029, -0.0013
Si, 4.1179, 4.0933, 12.2212, -0.0008, -0.001, -0.0061
Si, 1.3527, 6.929, 12.0748, -0.0023, -0.0041, 0.0024
Si, 4.1742, 9.5322, 12.2092, 0.0035, 0.0002, 0.003
Si, 6.9553, 1.4649, 12.0699, 0.0038, 0.0019, 0.0036
Si, 9.6178, 4.089, 11.9352, 0.0033, -0.0002, 0.002
Si, 6.8644, 6.8391, 11.9385, 0.0005, 0.0028, -0.0002
Si, 9.575, 9.5895, 12.0603, -0.0002, 0.0023, 0.0037
Si, 0.0855, 2.8899, 13.4338, -0.0002, 0.0089, 0.0128
Si, 2.9307, -0.0267, 13.7682, 0.0063, 0.0048, 0.0122
Si, -0.1009, 8.1888, 13.4733, -0.0062, 0.004, -0.0151
Si, 2.6522, 5.5397, 13.4061, 0.0039, 0.0124, 0.0124
Si, 5.5706, 2.6888, 13.5006, 0.0044, -0.0018, 0.0083
Si, 8.3618, 0.1584, 13.4347, -0.0077, -0.0033, -0.0138
Si, 5.7396, 8.2201, 13.4197, -0.006, 0.0068, -0.0084
Si, 8.1934, 5.4187, 13.1754, -0.0014, 0.0021, 0.0028
Si, 1.0757, 4.5109, 14.7722, -0.0056, -0.0015, -0.065
Si, 4.7095, 1.0058, 14.9238, 0.006, -0.0026, -0.0694
Si, 1.9559, 9.4199, 15.4114, 0.0021, -0.0138, -0.0715
Si, 3.6394, 6.7731, 15.0416, -0.0188, -0.0053, -0.0624
Si, 7.104, 4.0187, 14.631, 0.0115, -0.0192, -0.0484
Si, 9.6251, 2.2487, 15.2075, -0.0052, 0.0004, -0.0645
Si, 6.9769, 9.7552, 14.6573, -0.005, 0.0076, -0.0453
Si, 9.5965, 6.5515, 14.584, -0.0024, -0.0056, -0.0135
Si, -1.7923, -3.6748, 19.0399, -0.0081, 0.0149, -0.0825
Si, -2.4052, 7.6776, 16.2742, 0.0051, 0.0076, -0.0648
Si, 6.494, 6.7747, 18.2851, -0.0097, -0.0108, -0.0663
Si, 0.43, 3.1179, 20.3419, -0.0025, 0.0012, -0.0707
Si, 5.0548, 2.6266, 17.4352, -0.0091, 0.0023, -0.0746
Si, 3.1834, 0.1427, 20.87, 0.0009, 0.0068, -0.0642
Si, 10.2167, 1.0913, 19.8303, 0.0006, -0.0006, -0.0615
Si, -6.8682, 12.3726, 24.9352, -0.005, 0.0036, -0.0752
Si, 5.7617, -0.8492, 22.1082, -0.0006, 0.0011, -0.0824
Si, -1.3333, 5.5356, 21.375, 0.009, -0.0039, -0.0757
Si, -0.5914, 6.5606, 24.2353, -0.006, 0.0075, -0.0642
Si, 1.7032, 0.186, 18.1438, 0.0011, -0.0002, -0.0858
Si, 5.0426, 2.4318, 20.3714, -0.0057, -0.0078, -0.0794
Si, 0.9182, 13.8085, 17.3173, -0.0054, -0.0004, -0.1034
Si, 5.0867, 4.8231, 16.8013, -0.0133, 0.007, -0.0608
Si, -4.1246, 4.239, 22.1523, -0.002, -0.0063, -0.0756
Si, 11.2192, 0.1339, 22.3509, 0.0024, 0.0074, -0.0746
Si, -6.6463, 17.3675, 25.7433, -0.008, -0.0024, -0.0547
Si, 7.221, 12.0479, 18.8258, -0.0064, 0.0092, -0.0668
Si, 7.0842, 9.2505, 19.5088, 0.0049, -0.011, -0.0685
Si, -9.2505, 13.4948, 23.0655, -0.013, -0.0111, -0.0833
Si, -4.6731, 5.8461, 24.6622, 0.006, 0.0009, -0.0656
Si, 9.703, 9.51, 24.4771, 0.0078, -0.0067, -0.0591
Si, 6.7644, 1.7021, 23.7976, -0.0029, -0.0035, -0.0696
Si, 7.3374, 15.1737, 27.0148, 0.0145, 0.0042, -0.0699
Si, 1.6011, 5.0441, 25.0501, -0.0129, -0.0055, -0.06
Si, -4.0648, 8.7092, 24.3926, 0.0003, 0.0018, -0.0605
Si, 4.1323, 9.4375, 28.7401, 0.0055, -0.0057, -0.0848
Si, 4.3728, 9.3993, 25.7131, 0.0151, 0.0022, -0.075
Si, -1.7258, 12.1332, 25.8768, -0.0033, -0.0116, -0.0784
Si, 7.0662, -1.4245, 29.7156, -0.0116, 0.0103, -0.0611
Si, 4.1243, 12.1423, 30.0422, 0.0099, -0.0053, -0.0593
Si, 5.1201, 5.505, 28.3887, 0.0011, 0.008, -0.0913
Si, 10.0291, 4.1192, 25.9906, 0.0102, 0.0105, -0.0565
Si, 9.0014, 11.8239, 29.0449, -0.0022, 0.0051, -0.0901
Si, 4.9906, 2.6759, 27.576, -0.0035, 0.0051, -0.0802
O, -1.2886, 5.2593, -6.6201, -0.0035, -0.0152, 0.0314
O, -0.3462, 0.6861, -1.9515, 0.0177, -0.0039, 0.04
O, -1.0872, -0.5845, 0.0956, -0.011, -0.007, 0.0272
O, 1.026, 4.2598, -0.5475, -0.001, -0.0017, 0.0221
O, -7.7609, 5.3323, -6.0581, 0.0144, 0.0066, 0.0221
O, 1.3096, 9.7181, -0.8412, -0.0004, 0.0068, 0.0251
O, 6.2749, 11.3562, -8.6673, 0.0073, 0.0147, 0.0367
O, 2.0029, 7.3204, 0.0656, -0.0006, -0.0142, 0.0289
O, 1.388, 4.0069, -7.7097, 0.0006, 0.0145, 0.0394
O, 3.9545, 10.7383, -6.6456, -0.0021, -0.0094, 0.0283
O, 8.3458, 2.0867, -1.5173, -0.007, 0.0224, 0.0485
O, 6.6358, 3.9102, -0.6395, -0.0003, -0.0082, 0.0426
O, 4.9798, 5.7778, -1.5572, 0.0045, -0.0057, 0.073
O, 9.7055, 6.3669, -0.5661, 0.0026, -0.0053, 0.0264
O, 17.3905, 10.0616, -0.4348, -0.0089, 0.0028, 0.0429
O, -0.1375, 5.5293, 15.2094, -0.004, 0.007, 0.0251
O, 2.8893, 12.8638, 23.8816, 0.0203, 0.0001, 0.0354
O, 4.3158, 1.6332, 16.3819, 0.0015, 0.0194, 0.0619
O, 1.8003, -0.8636, 16.9154, -0.0108, 0.0233, 0.0583
O, -0.9444, 7.9793, 24.9409, -0.0006, -0.0001, 0.0213
O, 1.5953, 3.902, 16.2105, 0.0012, -0.0187, 0.0567
O, 6.6075, 2.0913, 17.6342, 0.0115, -0.0176, 0.039
O, 5.0987, 7.2984, 14.6146, -0.0031, -0.0097, 0.0228
O, 2.7773, -2.8524, 15.5955, 0.0091, 0.0069, 0.0273
O, 6.3542, 4.8833, 15.78, -0.0257, 0.0031, 0.0342
O, 9.9753, 2.5925, 25.4468, -0.0005, -0.0001, 0.0283
O, 9.186, 0.7468, 14.7694, 0.0003, 0.0042, 0.0295
O, 5.8052, 10.7166, 15.3083, -0.0055, 0.0012, 0.032
O, 8.0815, 9.1744, 15.7381, 0.0066, -0.0127, 0.0387
O, 0.5215, -1.8108, 14.7353, 0.0116, -0.0046, 0.0285
O, -0.1155, -1.0857, 23.2905, -0.0135, -0.0128, 0.0356
O, -0.4803, 2.3748, 16.6489, 0.0174, -0.005, 0.0544
O, -3.8989, 10.4865, 18.4716, 0.0003, -0.0008, 0.0333
O, -1.3132, 7.491, 17.5042, 0.0011, -0.0035, 0.0597
O, 1.6719, 13.8037, 21.4335, 0.0116, -0.0001, 0.0524
O, 8.2849, 3.1504, 15.3519, 0.0042, 0.0051, 0.0398
O, -2.8875, 5.0512, 21.4799, -0.0106, -0.0045, 0.0287
O, 7.8169, -4.692, 18.9924, 0.0155, -0.0002, 0.0265
O, 5.5742, 3.7635, 21.1212, 0.0139, 0.0138, 0.04
O, -3.0786, 1.2831, 24.9667, 0.0177, 0.001, 0.0353
O, 4.3827, 2.6999, 18.9116, 0.0007, -0.0064, 0.0608
O, -0.9673, 6.4419, 22.6675, 0.0035, 0.0099, 0.0536
O, 1.0021, 6.4328, 24.4883, 0.0069, -0.0063, 0.0209
O, -3.5272, 13.7967, 22.8973, -0.0004, -0.0101, 0.0335
O, 10.0164, 6.4964, 20.1277, 0.007, -0.0138, 0.0436
O, 17.744, -1.1324, 20.9946, -0.0146, 0.0063, 0.0466
O, 7.0023, 4.7249, 25.5, 0.0032, -0.01, 0.0471
O, 11.6535, 3.6347, 18.7957, -0.0082, -0.0006, 0.0649
O, 5.382, 13.0723, 24.4548, -0.0089, -0.0016, 0.0341
O, -9.0698, 10.7959, 21.6946, -0.0117, -0.0008, 0.0309
O, -0.4878, 4.1876, 21.1371, -0.0082, 0.0108, 0.0352
O, 6.0144, 8.0982, 19.0866, 0.0019, 0.0158, 0.0285
O, 3.837, 5.6507, 16.1935, 0.0237, -0.0147, 0.0441
O, 8.7853, 1.4099, 19.1315, 0.0085, -0.0019, 0.0249
O, 14.6691, 7.9655, 25.1869, -0.0022, -0.0011, 0.0265
O, 2.8349, 10.8026, 19.2898, 0.0159, -0.0038, 0.0473
O, -4.8751, 5.2432, 23.1743, -0.0065, 0.0176, 0.0509
O, -0.8132, 0.2485, 21.2125, 0.0053, -0.0031, 0.0472
O, 5.3972, 5.6259, 18.1877, 0.0162, 0.0102, 0.0379
O, 0.2264, 0.1574, 18.8173, -0.0143, 0.0082, 0.0393
O, -8.9845, 1.6655, 17.5275, 0.0015, -0.0071, 0.0396
O, 3.9066, 1.583, 21.1464, -0.0044, -0.0066, 0.028
O, 3.9777, 1.9781, 26.5004, 0.0084, 0.0103, 0.0507
O, 2.93, 13.2437, 30.2347, -0.0165, 0.018, 0.0407
O, 0.7095, 15.3621, 26.309, -0.0027, -0.0007, 0.0303
O, -6.583, 20.8765, 21.4206, 0.0077, -0.0022, 0.03
O, 3.7668, 20.4043, 27.19, -0.0037, 0.0025, 0.0563
O, 4.3796, 4.1229, 27.9668, 0.001, -0.0004, 0.0318
O, -4.5164, 12.3978, 20.1529, -0.0074, 0.0047, 0.0352
O, -6.388, 6.6197, 27.3765, 0.0076, -0.0067, 0.0533
O, -3.8752, 7.228, 16.8174, -0.0122, -0.0022, 0.0409
O, -2.7319, 9.5305, 24.0239, 0.0017, 0.0013, 0.023
O, -2.2937, -2.2216, 19.5292, -0.0066, 0.0057, 0.0285
O, 8.0934, -0.3916, 29.0427, -0.0087, -0.0024, 0.0336
O, -1.8632, 1.3696, 27.4861, -0.0034, -0.0082, 0.0683
O, 6.7125, 5.3537, 28.0646, -0.0117, 0.0032, 0.0378
O, -5.1013, 8.8059, 23.155, 0.0056, -0.0093, 0.0423
O, 0.4278, 12.4001, 23.1943, 0.0056, 0.0022, 0.0356
O, 5.7424, 9.2187, 28.8098, 0.0133, 0.0059, 0.0321
O, 6.0095, 20.1886, 25.6787, -0.0126, 0.0027, 0.0367
O, 3.5188, 10.8066, 29.3612, -0.0008, 0.0096, 0.0384
O, 3.3495, 8.3352, 29.6395, -0.0106, 0.0024, 0.0426
O, 5.1503, 1.8097, 28.9226, -0.0056, -0.0217, 0.0538
O, -3.7014, 7.157, 24.6126, -0.0083, -0.0061, 0.0233
O, 8.9446, 4.2231, 27.2035, -0.0114, -0.0024, 0.0287
O, 6.5464, 2.8798, 27.1459, -0.008, -0.0056, 0.0282
O, -0.9958, 10.7047, 25.5669, -0.0018, 0.0155, 0.0332
O, 7.8807, -2.7953, 30.0194, 0.0145, -0.0123, 0.0369

Results
free energy: -134615.268 eV
free energy less fixed offsets of O -570.45, Si -639.56 eV per atom: 6.252 eV

The program warned: the cutoff lies below the one the program advises for these potential files; the forces do not sum to zero within the program's tolerance; empty levels may hold ghost states of the PAW files; the exchange-correlation potential is rough where the density is thin.
